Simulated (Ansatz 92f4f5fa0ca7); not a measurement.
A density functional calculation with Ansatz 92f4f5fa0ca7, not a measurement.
Periodic cell of 264 atoms, Si152O112, from a study of silicon, its oxide and their interface. The atomic structure is a simulated model.
This geometry differs little from another in the collection (a relaxation step or a small displacement).

Settings: functional r2SCAN; potential files Ansatz PAW; basis plane waves; wave-function cutoff 800 eV; density cutoff ratio 5; exchange-correlation grid ratio 1; k mesh 1 x 1 x 1, shifted by 0.5 0.5 0 of a step; self-consistency stop 1e-10 eV per atom in the density residual; occupations fixed; spin none; net charge 0.

Cell vectors (angstrom)
a	10.887	0	0
b	0	10.887	0
c	0	0	38.5071

Atoms: element, x, y, z (angstrom)
Si	0.1407	-0.3152	0.3632
Si	2.9094	2.1165	-0.0921
Si	-0.4107	5.6179	0.218
Si	2.3571	8.3584	-0.2425
Si	5.4401	0.1936	-0.0719
Si	8.0425	2.9668	0.3091
Si	5.7402	5.0792	0.0461
Si	8.3786	7.9068	0.2307
Si	1.3781	1.2864	1.4881
Si	4.0063	3.9251	1.1423
Si	1.3632	6.7474	1.2327
Si	4.1446	9.4106	1.0778
Si	6.8538	1.3035	1.4216
Si	9.479	4.1276	1.6951
Si	6.7802	6.6965	1.4233
Si	9.5098	9.3924	1.6211
Si	0.0444	2.6982	2.8214
Si	2.8037	-0.1476	2.6759
Si	0.0671	8.0298	2.8157
Si	2.7288	5.3584	2.5684
Si	5.4012	2.6816	2.6804
Si	8.1597	-0.0395	2.8231
Si	5.4035	8.1297	2.6367
Si	8.093	5.4624	2.9482
Si	1.4068	4.0935	4.0878
Si	4.0919	1.2937	4.0527
Si	1.4178	9.4554	4.0937
Si	4.0542	6.7475	3.9892
Si	6.7161	4.0277	4.1367
Si	9.5403	1.3314	4.1359
Si	6.7524	9.4771	4.0849
Si	9.5415	6.7805	4.207
Si	0.0373	-0.04	5.4425
Si	2.7509	2.6985	5.4214
Si	0.0272	5.4051	5.4946
Si	2.7449	8.0963	5.4395
Si	5.4405	-0.0226	5.4552
Si	8.1454	2.6956	5.4604
Si	5.3951	5.4399	5.4371
Si	8.154	8.1752	5.4773
Si	1.3694	1.3633	6.7848
Si	4.0738	4.0812	6.8108
Si	1.3681	6.7966	6.8332
Si	4.0768	9.5009	6.7932
Si	6.8025	1.34	6.8239
Si	9.5148	4.0602	6.8095
Si	6.7803	6.7896	6.7957
Si	9.5282	9.5362	6.817
Si	-0.0005	2.7172	8.15
Si	2.7251	0.0047	8.1412
Si	0.0031	8.1808	8.1738
Si	2.7313	5.4491	8.1807
Si	5.4561	2.7413	8.1646
Si	8.1803	0.0084	8.1817
Si	5.4469	8.1736	8.1554
Si	8.1601	5.4441	8.1496
Si	1.3484	4.0979	9.4985
Si	4.0822	1.3772	9.496
Si	1.3471	9.5808	9.5252
Si	4.0745	6.8531	9.5263
Si	6.8241	4.0947	9.5365
Si	9.5395	1.3783	9.5259
Si	6.8049	9.5305	9.5139
Si	9.5044	6.823	9.5029
Si	0.0055	0.06	10.917
Si	2.6988	2.7299	10.8437
Si	-0.004	5.4771	10.8392
Si	2.7143	8.2499	10.8859
Si	5.4538	0.0299	10.8523
Si	8.193	2.718	10.8987
Si	5.4674	5.5095	10.8504
Si	8.1764	8.2006	10.8822
Si	1.3653	1.4238	12.2991
Si	4.0658	4.1348	12.112
Si	1.29	6.9089	12.1868
Si	4.0679	9.6445	12.2509
Si	6.8293	1.3303	12.2453
Si	9.5912	4.0847	12.2133
Si	6.8141	6.8659	12.2493
Si	9.5071	9.5963	12.2498
Si	0.04	2.7981	13.695
Si	2.7391	0.1206	13.6942
Si	-0.0313	8.2828	13.6221
Si	2.6904	5.524	13.4057
Si	5.424	2.7668	13.4283
Si	8.1685	-0.0139	13.7112
Si	5.4463	8.3015	13.5719
Si	8.2382	5.4528	13.5014
Si	1.4467	4.2825	14.9389
Si	4.1092	1.6022	14.969
Si	1.3791	9.6111	15.043
Si	4.0226	6.8841	14.7304
Si	6.835	4.0603	14.7322
Si	9.5467	1.4061	15.0503
Si	6.7441	9.5344	15.1402
Si	9.4649	6.8629	14.9125
Si	0.01	0.0478	16.4434
Si	3.1814	3.3976	16.2813
Si	0.2727	5.8859	16.2094
Si	2.6	7.9782	16.2361
Si	5.6172	0.4243	16.2933
Si	7.879	2.5848	16.2267
Si	5.4399	5.4836	15.886
Si	7.6904	7.6353	16.3118
Si	7.3865	0.5946	22.3809
Si	9.0803	30.9638	18.4641
Si	-8.4833	20.4249	20.9229
Si	3.7302	10.5467	30.3074
Si	-1.8015	15.0378	33.905
Si	-1.7974	16.2927	21.1287
Si	-11.0449	18.9947	20.9776
Si	-19.0706	-4.9679	24.7326
Si	-13.7129	8.3819	24.9465
Si	-4.1418	-1.2387	20.1242
Si	-9.6894	12.7903	35.6559
Si	1.4197	12.4078	21.3884
Si	0.1692	7.6801	28.8141
Si	-15.8311	3.9713	27.803
Si	-21.9575	13.378	27.5326
Si	-6.7202	20.504	18.4668
Si	3.0222	-7.1468	34.2017
Si	-17.1801	12.878	25.993
Si	-19.1265	13.8189	23.8476
Si	1.2703	13.0781	18.3909
Si	-14.8189	21.611	30.6358
Si	-14.829	18.1833	22.1687
Si	-17.6069	8.1557	23.1141
Si	4.1038	7.2253	26.9465
Si	-12.2575	13.5457	22.441
Si	-3.7116	6.1512	32.3016
Si	-25.7477	6.9397	27.1926
Si	-20.9374	5.3246	27.0425
Si	-1.2312	15.0191	18.3172
Si	-11.8282	42.5424	23.4881
Si	13.4155	1.3567	28.1558
Si	-5.9229	-5.4877	35.5482
Si	-0.5911	10.4242	35.9914
Si	7.3672	9.7409	36.3243
Si	1.4108	8.194	35.299
Si	-13.877	23.877	32.2461
Si	3.1932	8.9568	32.7855
Si	-13.6371	29.6555	29.9386
Si	9.7823	3.6706	36.5603
Si	8.0951	13.1483	29.3453
Si	-8.5595	9.3791	27.8907
Si	-10.0406	5.7063	33.5121
Si	5.6316	14.8897	33.0856
Si	-0.0002	12.4546	24.7721
Si	2.0462	17.5188	31.0799
Si	3.387	16.1325	28.9191
Si	-16.0705	29.83	34.1877
Si	5.7871	21.2841	24.7226
O	0.5353	0.475	-3.2432
O	5.4307	9.1179	-19.1589
O	8.697	10.3917	-2.9024
O	4.221	1.2108	-0.5077
O	-1.4183	6.806	-0.279
O	-14.941	7.4185	-5.2775
O	-0.0624	14.875	-11.5901
O	1.3428	9.6208	-0.1897
O	6.3673	-0.1159	-1.4004
O	10.2385	0.0964	-0.9971
O	6.4855	2.7547	-5.8995
O	-0.1915	4.737	-1.1396
O	5.3795	5.6741	-1.4318
O	-3.3373	11.4152	-6.5048
O	7.8441	8.6418	-1.1072
O	-8.7053	8.9595	-4.4366
O	-0.9722	-0.8819	17.3586
O	-15.2012	5.3706	27.2924
O	-16.4384	-11.1596	30.5485
O	-7.3188	9.0275	21.904
O	1.4096	6.9568	16.7573
O	-0.4869	5.3247	17.5341
O	-17.9137	6.0219	25.8752
O	4.7076	10.8609	17.5848
O	0.9706	11.7782	17.467
O	-7.8798	8.3978	26.7915
O	3.0029	7.202	23.7614
O	-5.1486	13.9136	26.4931
O	-1.3367	4.2373	22.1431
O	-3.2179	29.4611	23.5472
O	-5.2914	18.6448	26.7144
O	7.8653	-0.8015	19.0382
O	-9.5135	18.2107	29.8076
O	-10.9434	17.347	27.7771
O	-5.5307	18.0961	22.5075
O	2.7347	15.4423	23.8602
O	-13.1436	21.4319	22.8172
O	12.3116	19.1517	20.6766
O	4.382	26.2454	16.6957
O	13.3583	3.0129	17.6981
O	-2.4389	3.4603	17.4813
O	-12.8723	13.4825	33.4216
O	-20.3703	2.3655	24.711
O	3.5338	19.3686	17.494
O	-17.0106	9.2548	24.1623
O	3.617	4.4753	35.5418
O	-14.4331	-14.236	28.6025
O	7.2461	8.4217	21.0471
O	-18.739	18.4879	31.9083
O	3.0299	21.0983	31.7499
O	0.7669	8.9826	28.0733
O	4.7046	19.8823	33.3452
O	6.5097	17.4049	16.6531
O	-11.1922	4.6323	33.6548
O	-17.7669	-4.218	28.4586
O	-9.0975	1.8419	19.8624
O	-6.727	14.2672	33.1355
O	-9.7449	2.1417	28.3954
O	-4.0996	12.368	16.7868
O	4.5783	15.0661	28.6745
O	-25.667	25.0521	28.791
O	-15.4754	0.5523	23.5771
O	-2.8292	7.256	26.1013
O	-30.3947	10.8781	27.335
O	-8.4591	2.3713	22.3426
O	-4.312	0.0516	21.0832
O	-3.0111	6.6658	30.9595
O	-9.5812	16.7772	25.5814
O	-17.7674	2.4015	24.5396
O	-26.6757	15.4348	34.5992
O	-9.248	10.8114	21.5752
O	-5.7677	0.4534	25.8653
O	-22.6661	8.7693	19.7069
O	8.4071	7.8989	17.7606
O	-0.36	19.79	22.3626
O	-1.1804	18.9086	29.6057
O	-13.7162	-8.8474	22.0508
O	-1.3441	19.8796	24.7788
O	-1.8706	15.629	19.6597
O	-14.1492	16.8301	21.5916
O	-7.6805	11.9328	29.6111
O	-7.8657	-0.8437	19.5156
O	-7.6225	20.287	29.2362
O	-2.4034	13.5758	30.857
O	-1.1472	35.0954	24.0272
O	-8.6807	26.6562	33.4579
O	-3.813	20.5027	25.3083
O	-8.5219	18.8846	36.6363
O	-3.3014	31.0256	30.5635
O	1.9959	12.9591	37.0568
O	-9.983	17.653	34.726
O	-4.4235	30.7681	35.2355
O	-0.3778	12.3172	26.3257
O	-3.4087	22.5303	29.3958
O	0.0895	11.0094	24.0349
O	3.469	2.168	27.1391
O	-10.1177	17.245	32.04
O	-0.1106	3.0035	18.58
O	-0.6837	6.5892	21.156
O	-2.6996	16.0282	33.0279
O	2.2154	13.2745	34.5066
O	-18.8805	16.2615	30.4655
O	-10.9538	2.8656	35.6681
O	0.0436	19.8392	35.7501
O	6.8853	14.852	38.2361
O	-15.9467	16.1482	32.0641
O	8.9716	13.5308	37.5089
O	-1.4674	2.3503	28.4657
O	8.7659	15.2187	35.4859
O	-8.7703	15.8216	27.9603
O	-6.0705	6.8749	34.8779
O	-0.1365	23.6875	21.6702

Results
free energy: -161107.477 eV
free energy less fixed offsets of O -570.45, Si -639.56 eV per atom: -3.957 eV

Forces (eV/angstrom), in the order of the atoms: element, x, y, z
Si	-0.0017	-0.0003	-0.0418
Si	-0.0079	-0.006	-0.0473
Si	-0.0038	-0.0063	-0.0362
Si	-0.0073	0.0015	-0.0558
Si	0.0077	0.0024	-0.0384
Si	0.0048	0.0007	-0.0358
Si	-0.0019	0.007	-0.0536
Si	-0.005	0.007	-0.0375
Si	0.0021	0.0027	0
Si	0.003	0.0021	0.0027
Si	0.0015	-0.0028	-0.0003
Si	0.0012	-0.0011	0.005
Si	0.0054	-0.0045	-0.0005
Si	0.0057	0.0001	-0.0025
Si	0.0009	-0.0001	0.0004
Si	-0.0001	0.0038	0.0022
Si	0.0017	0.0008	0.0029
Si	0.0009	-0.0003	-0.0047
Si	0.0027	-0.0014	0.0036
Si	0.0021	-0.0015	-0.0003
Si	-0.0025	-0.0005	-0.0011
Si	-0.0006	0.0014	0.0028
Si	-0.002	0.0019	0.0016
Si	0.0016	0.0018	-0.0002
Si	0.0021	0.0023	0.0004
Si	0.0014	-0.0004	0.0006
Si	0.0007	-0.0028	-0.0016
Si	0.001	0.0034	0.0006
Si	-0.0008	-0.0023	0.0016
Si	0.0008	0.0005	0.0012
Si	-0.0007	-0.0012	-0.0004
Si	0.0015	-0.0009	-0.0004
Si	0.0002	0	0
Si	0.0008	-0.0012	0
Si	0	0.0005	0.0027
Si	-0.0004	-0.0002	-0.0002
Si	0	0.001	0.0012
Si	0.0001	-0.0005	0.001
Si	0.0002	0.0003	-0.0022
Si	0.0013	0.0011	0.0008
Si	0.0024	-0.0003	-0.0007
Si	0.0016	0.0002	-0.0008
Si	0.0008	-0.0017	-0.0003
Si	0.0005	-0.0003	0
Si	-0.0009	-0.0005	-0.0004
Si	0.0019	0.0021	-0.0003
Si	0.0026	-0.001	-0.0014
Si	0.0005	-0.002	0.0006
Si	-0.0004	-0.001	0.0005
Si	0.0007	-0.0003	0.0011
Si	0.0007	0.0004	0.0011
Si	0.001	-0.001	-0.0021
Si	0.0002	-0.0001	-0.0002
Si	0.0017	-0.0008	0.0009
Si	0.0015	-0.0013	-0.001
Si	-0.0001	-0.0004	0.0014
Si	0.0002	-0.0003	0.0015
Si	0.0017	-0.0009	0.0007
Si	0.001	-0.0019	-0.0006
Si	0.0007	0.0009	-0.0016
Si	0.0018	-0.0006	-0.0012
Si	0.0011	-0.0004	0.001
Si	0.0015	0.0005	0.0016
Si	0.0012	-0.0009	0.0008
Si	0.0015	0.0006	0.0017
Si	-0.0001	-0.0008	-0.0007
Si	0.0002	0.0005	0.0009
Si	0.0017	-0.0023	-0.0003
Si	0.0006	-0.0008	-0.0003
Si	-0.0003	-0.0003	0.0005
Si	0.0008	-0.0008	-0.003
Si	0.0005	-0.0007	-0.0012
Si	0.0023	-0.0001	-0.0029
Si	0.0017	-0.0003	-0.0038
Si	-0.0015	-0.0005	-0.0006
Si	0.003	0.0007	0.0017
Si	0	-0.0012	0.0005
Si	0.0024	-0.0012	-0.0014
Si	0.001	-0.0001	0.0015
Si	-0.0009	-0.0017	0.0006
Si	0.0005	-0.0013	0.0031
Si	-0.0002	0.001	0.0028
Si	-0.0035	0	0.0036
Si	-0.001	-0.0041	0.0008
Si	-0.0033	-0.0013	-0.0018
Si	0.001	-0.0025	0.0032
Si	0.0038	0.0033	-0.0028
Si	0.0019	0.0032	0.0026
Si	0.0008	0.0003	0.0009
Si	0.0006	0.0028	0.0014
Si	-0.0009	-0.0004	-0.0023
Si	0.0024	-0.0027	-0.0007
Si	0.0002	-0.0007	-0.0005
Si	0.0008	-0.0019	-0.0008
Si	0.0002	-0.0011	0.0009
Si	-0.0024	-0.0009	-0.0046
Si	0.0019	0	0.0387
Si	-0.0069	-0.0028	0.0418
Si	-0.0051	-0.0024	0.0388
Si	0.0098	0.002	0.0365
Si	-0.0081	-0.0053	0.0386
Si	0.0046	0.0068	0.0366
Si	0.0005	0.0024	0.0181
Si	0.007	-0.0009	0.0439
Si	0.006	0.0035	0.0623
Si	0.0009	0.0077	0.0858
Si	-0.0003	-0.0098	0.0755
Si	-0.0001	0.0048	-0.0424
Si	0.0009	-0.0044	-0.0707
Si	-0.0047	0.0074	0.08
Si	0.0085	-0.0035	0.0716
Si	-0.0026	-0.0038	0.035
Si	-0.0043	-0.0026	0.0363
Si	0.0039	-0.0001	0.084
Si	0.0009	0.0071	-0.0786
Si	-0.0069	0.0043	0.0821
Si	-0.0012	0.0009	-0.0172
Si	0.0005	0.003	-0.0044
Si	0.0035	0.0059	0.0054
Si	-0.0025	-0.0023	0.0866
Si	0.007	0.0148	-0.0624
Si	-0.0001	0.005	0.0221
Si	0.0074	0.0146	0.0492
Si	-0.0051	-0.0085	0.081
Si	-0.0069	-0.0051	-0.036
Si	-0.0059	-0.0006	0.0646
Si	-0.0032	-0.0094	0.054
Si	0.0004	0.0014	0.0089
Si	-0.0046	-0.0095	0.0476
Si	0.0055	0.0034	-0.0577
Si	-0.0084	-0.0066	0.0027
Si	-0.0023	-0.0035	0.0106
Si	-0.0053	0.0009	0.0846
Si	-0.003	0.0056	0.0471
Si	-0.0049	0.0003	-0.0104
Si	-0.0003	-0.0066	-0.0898
Si	0.0105	-0.0132	-0.0628
Si	-0.0018	-0.01	-0.0798
Si	-0.0039	-0.0071	-0.0956
Si	-0.0008	-0.0099	-0.0592
Si	0.0063	0.0037	-0.0742
Si	0.0053	0.0087	-0.0312
Si	-0.0061	0.0031	-0.0917
Si	-0.0019	0.0038	-0.0311
Si	-0.0034	0.0037	-0.0056
Si	0.0027	-0.0019	-0.0659
Si	0.0149	-0.0072	-0.0613
Si	0.0056	0.0031	0.0376
Si	0.0065	0.0008	-0.0542
Si	0.0022	-0.0006	-0.0285
Si	-0.0067	-0.0054	-0.0754
Si	-0.0034	-0.0006	0.0321
O	-0.0025	-0.0009	0.0287
O	-0.0184	0.0017	-0.0369
O	-0.0018	-0.0016	0.024
O	0.0034	-0.0015	0.018
O	0.0014	0.0019	0.0253
O	-0.0097	0.0139	0.0302
O	0	-0.0015	-0.0029
O	0.0026	0.0013	0.0218
O	-0.0186	0.0137	0.0486
O	0.0071	0.005	0.0589
O	-0.0084	0.0151	0.0257
O	0.0068	0.0174	0.041
O	0.01	-0.0025	0.0712
O	0.004	0.0069	0.022
O	0.0111	-0.013	0.0474
O	-0.0202	-0.0037	0.0513
O	0.0159	0.0142	-0.0474
O	-0.0009	0.0024	-0.0011
O	-0.0012	-0.0009	0.0117
O	-0.0172	0.0138	-0.0421
O	-0.0004	-0.0009	-0.0205
O	0.0151	0.0145	-0.0455
O	-0.0041	0.0006	-0.0129
O	0.0129	0.0152	-0.0458
O	-0.0087	-0.0136	-0.041
O	0.0002	-0.0009	0.0041
O	0.0058	0.012	-0.0223
O	-0.0022	-0.0044	-0.006
O	-0.003	0.0153	-0.0288
O	-0.0118	-0.0072	-0.0393
O	-0.0005	0.0041	0.0016
O	0.0162	-0.0061	-0.0401
O	0.0071	-0.0061	0.0244
O	0.0019	0.0027	0.0025
O	0.0098	-0.0004	-0.0213
O	-0.0022	-0.0046	-0.0158
O	-0.0062	0.0036	-0.0205
O	-0.0022	0.0014	-0.0227
O	0.001	-0.0001	-0.0189
O	0.0181	0.0117	-0.0424
O	-0.0165	-0.017	-0.0419
O	0.0125	0.0132	0.0276
O	-0.0023	-0.0021	-0.0189
O	-0.0176	-0.0191	-0.0464
O	-0.0066	-0.0066	-0.0203
O	0.0074	0.0081	0.0313
O	0.0071	0.0018	0.005
O	-0.0011	0.0181	-0.0415
O	0.0056	0.0111	0.0313
O	-0.0032	-0.0107	0.035
O	0.0017	-0.0047	-0.0023
O	0.0167	-0.0077	0.0352
O	-0.0051	-0.0045	-0.0175
O	-0.0037	-0.004	0.031
O	-0.0027	-0.0025	0.0042
O	-0.0024	0.0103	-0.071
O	-0.0105	0.0012	0.0374
O	-0.0016	-0.0018	-0.0034
O	0.0013	-0.0013	-0.014
O	-0.0026	0.001	0.0057
O	0.004	-0.0035	0.0064
O	0.0074	0.0044	-0.0263
O	0.002	0.0076	-0.0201
O	0.0006	-0.0031	0.0018
O	-0.0116	-0.0139	-0.0422
O	-0.0068	-0.0179	-0.0426
O	-0.01	-0.0098	0.0358
O	0.0043	0.0019	-0.0128
O	-0.0092	0.0014	-0.0262
O	-0.0048	0.0132	0.0433
O	0.0036	-0.0052	-0.0208
O	0.0031	-0.0052	-0.0161
O	-0.0186	0.011	-0.0539
O	-0.0143	-0.0144	-0.0564
O	0.0082	-0.0155	-0.0415
O	-0.0049	-0.0022	0.0119
O	-0.0014	0	-0.0165
O	0.0045	0.0041	-0.0154
O	0.0085	-0.0204	-0.0675
O	0.0095	-0.0057	-0.0279
O	0.0041	-0.0044	0.0138
O	0.0204	0.0017	-0.0539
O	0.0023	0.003	0.0142
O	-0.0028	0.0042	0.0315
O	-0.0064	0.0044	-0.0331
O	0.0063	-0.0113	0.0307
O	0.0001	0.0006	-0.0155
O	0.0156	0.0036	0.0708
O	-0.0013	0.0015	0.0116
O	0.0229	-0.0013	0.0683
O	0.0053	0.0186	0.0424
O	0.0247	0.0252	0.0452
O	-0.0012	-0.0035	-0.0185
O	-0.0014	-0.0011	0.0149
O	-0.0053	-0.0073	-0.0195
O	0.0019	-0.0024	-0.0049
O	-0.005	-0.0077	0.0378
O	-0.0011	0.0016	-0.0208
O	-0.0014	0	-0.0223
O	0.0123	-0.0131	0.0253
O	-0.0126	-0.0148	0.0396
O	-0.0042	0.0056	0.0238
O	-0.0047	0.0022	0.0398
O	-0.0068	0.0108	0.0256
O	0.0007	-0.0038	0.0285
O	-0.0019	-0.0074	0.0237
O	-0.0172	-0.0059	0.0512
O	-0.0034	-0.0009	0.006
O	0.0059	-0.0059	0.0607
O	0.0025	0.0027	0.0048
O	-0.002	-0.0108	0.0329
O	0.0125	-0.0043	-0.03

The program warned: the cutoff lies below the one the program advises for these potential files; the forces do not sum to zero within the program's tolerance; empty levels may hold ghost states of the PAW files; the exchange-correlation potential is rough where the density is thin.
